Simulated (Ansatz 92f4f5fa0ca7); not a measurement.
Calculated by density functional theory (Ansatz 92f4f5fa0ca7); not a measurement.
Periodic cell of 220 atoms, Si132O88, from a study of silicon, its oxide and their interface. The atomic structure is a simulated model.
Doubt: the cutoff is low for norm-conserving oxygen, so forces and energies are approximate.
Doubt: the program's own warning below bears on the result.
This geometry differs little from another in the collection (a relaxation step or a small displacement).

Settings
functional: HSE06
potential files: SPMS norm-conserving
basis: plane waves
wave-function cutoff: 800 eV
density cutoff ratio: 4
exchange-correlation grid ratio: 1
k mesh: 1 x 1 x 1, Gamma-centred
occupations: fixed
spin: none
net charge: 0

Cell vectors (angstrom)
a	10.938	0	0
b	0	10.938	0
c	0	0	32.3297

Atoms: element, x, y, z (angstrom)
Si	10.7701	0.3988	25.1459
Si	5.7033	10.7182	24.7628
Si	2.4871	3.0391	24.9239
Si	8.5326	2.5344	24.8004
Si	0.2824	5.2764	24.8535
Si	5.3796	5.7149	24.7639
Si	3.1495	7.9445	24.8756
Si	7.9523	8.489	24.7827
Si	1.3825	1.5517	26.3944
Si	6.8762	1.3824	26.0823
Si	4.1662	4.1629	26.1265
Si	9.6024	4.1453	26.1607
Si	1.4516	6.8582	26.1499
Si	6.8595	6.9015	26.1581
Si	4.1776	9.5934	26.1897
Si	9.5504	9.6044	26.158
Si	2.7447	0.007	27.548
Si	8.1823	0.0099	27.5423
Si	-0.0596	2.8307	27.6499
Si	5.4839	2.7286	27.4893
Si	2.7638	5.4661	27.5483
Si	8.1991	5.4909	27.5146
Si	0.0063	8.2067	27.5009
Si	5.4834	8.208	27.5758
Si	4.1018	1.3673	28.9115
Si	9.5708	1.3673	28.9115
Si	1.3673	4.1018	28.9115
Si	6.8362	4.1018	28.9115
Si	4.1018	6.8362	28.9115
Si	9.5708	6.8362	28.9115
Si	1.3673	9.5708	28.9115
Si	6.8362	9.5708	28.9115
Si	0	0	30.2787
Si	5.469	0	30.2787
Si	2.7345	2.7345	30.2787
Si	8.2035	2.7345	30.2787
Si	0	5.469	30.2787
Si	5.469	5.469	30.2787
Si	2.7345	8.2035	30.2787
Si	8.2035	8.2035	30.2787
Si	1.3673	1.3673	31.646
Si	6.8362	1.3673	31.646
Si	4.1018	4.1018	31.646
Si	9.5708	4.1018	31.646
Si	1.3673	6.8362	31.646
Si	6.8362	6.8362	31.646
Si	4.1018	9.5708	31.646
Si	9.5708	9.5708	31.646
Si	2.7345	0	0.6835
Si	8.2035	0	0.6835
Si	0	2.7345	0.6835
Si	5.469	2.7345	0.6835
Si	2.7345	5.469	0.6835
Si	8.2035	5.469	0.6835
Si	0	8.2035	0.6835
Si	5.469	8.2035	0.6835
Si	4.1018	1.3673	2.0507
Si	9.5708	1.3673	2.0507
Si	1.3673	4.1018	2.0507
Si	6.8362	4.1018	2.0507
Si	4.1018	6.8362	2.0507
Si	9.5708	6.8362	2.0507
Si	1.3673	9.5708	2.0507
Si	6.8362	9.5708	2.0507
Si	0	0	3.418
Si	5.469	0	3.418
Si	2.7345	2.7345	3.418
Si	8.2035	2.7345	3.418
Si	0	5.469	3.418
Si	5.469	5.469	3.418
Si	2.7345	8.2035	3.418
Si	8.2035	8.2035	3.418
Si	1.357	1.3505	4.7809
Si	6.8142	1.3679	4.8313
Si	4.1259	4.0677	4.7706
Si	9.5643	4.0782	4.8257
Si	1.3859	6.8153	4.7637
Si	6.845	6.8112	4.7799
Si	4.1047	9.5509	4.8243
Si	9.5106	9.5999	4.6904
Si	2.63	-0.1002	6.175
Si	8.1549	-0.0773	6.1489
Si	-0.0216	2.6743	6.1963
Si	5.3664	2.6424	6.2402
Si	2.7756	5.4476	6.1178
Si	8.1161	5.3778	6.1962
Si	-0.1263	8.1604	5.9512
Si	5.4731	8.1439	6.1784
Si	3.7035	1.4742	7.5445
Si	9.766	0.9983	7.4517
Si	1.6386	3.8582	7.3956
Si	6.4834	4.2553	7.5518
Si	4.3253	6.5768	7.5197
Si	9.3214	7.0328	7.3487
Si	0.95	9.6274	7.3745
Si	7.0762	9.2362	7.5187
O	1.3704	4.1291	24.3518
O	6.8234	9.5932	24.2628
O	2.6801	2.7058	7.953
O	8.2417	8.1395	7.9179
O	5.4124	5.4285	8.0494
O	-0.0556	-0.1227	7.9673
O	4.2211	6.8133	24.3101
O	9.6781	1.4005	24.3779
O	1.3624	8.5939	8.5919
O	1.1753	4.7031	8.7345
O	8.945	1.5374	8.7793
O	6.4919	9.7385	8.976
O	4.0885	0.7419	8.9712
O	3.702	7.3495	8.841
O	7.0815	3.5049	8.9122
O	10.1542	6.5449	8.679
O	3.1179	2.2865	23.6126
O	4.9525	0.368	23.403
O	7.9957	3.2191	23.3908
O	10.541	5.9432	23.4972
O	8.5481	7.7316	23.4294
O	2.6373	8.7037	23.5052
O	6.146	5.1613	23.3916
O	1.0006	10.7674	24.1483
Si	2.5146	8.1341	9.6446
Si	8.1412	5.5358	14.0379
Si	4.1633	4.4285	15.4659
Si	4.3324	1.7125	22.7022
Si	9.3597	1.0828	19.4859
Si	9.6622	1.1334	16.5967
Si	1.3188	9.5629	23.126
Si	9.9994	8.0864	13.6285
Si	0.895	6.4431	11.8042
Si	0.5163	9.9229	15.5657
Si	4.5383	1.8861	17.24
Si	5.5977	8.9866	14.4148
Si	7.9593	10.5255	12.9073
Si	3.7423	0.0347	10.4029
Si	6.3956	9.6084	10.5948
Si	0.9424	10.618	20.2975
Si	3.3324	0.1847	14.9836
Si	2.86	2.0889	12.5383
Si	5.8844	6.9676	12.2324
Si	6.7284	3.8587	22.5733
Si	10.6778	4.0998	16.5319
Si	8.5142	2.9431	9.4745
Si	3.5599	6.5611	17.6434
Si	7.143	0.0675	17.809
Si	5.0994	4.1966	12.5718
Si	1.7552	4.5783	19.0533
Si	1.4598	4.1774	13.9292
Si	8.0118	5.3958	17.0945
Si	8.1996	4.0653	19.7413
Si	10.0203	7.3425	22.8339
Si	10.417	6.3922	19.887
Si	10.6966	5.1821	9.3654
Si	0.9264	8.3478	18.208
Si	2.9068	1.9408	19.9047
Si	6.3005	7.9661	17.2822
Si	7.9149	2.7768	12.5629
O	6.1887	8.1261	15.6633
O	8.1597	0.4864	16.5859
O	7.1795	6.2997	12.9637
O	5.1016	4.6176	14.1537
O	3.5301	1.2397	13.7633
O	6.7133	9.4349	17.8627
O	2.0808	3.3391	20.0577
O	5.1626	10.5701	11.1046
O	1.5505	5.5336	13.0054
O	-0.0557	5.4218	10.9546
O	5.8703	1.0224	17.5394
O	9.0226	2.6434	19.8732
O	2.7357	3.9275	14.9021
O	1.1525	9.1819	19.5751
O	1.5833	10.3261	21.7443
O	9.3028	6.6963	14.1717
O	10.4886	0.296	15.4848
O	10.5933	7.3724	18.5785
O	3.7301	1.4629	21.2182
O	-0.0231	7.6701	12.3509
O	7.1784	4.1894	21.0248
O	9.2308	5.3081	19.7939
O	2.2443	7.5408	17.6576
O	3.1663	5.3285	18.6532
O	1.8492	0.7757	19.5217
O	7.701	10.2729	11.3108
O	6.2514	8.0097	11.015
O	6.3395	3.157	12.3628
O	6.6895	10.0212	13.7955
O	5.088	5.619	11.7259
O	0.2588	4.3832	15.0085
O	2.9939	9.5382	10.2932
O	0.0292	8.5773	14.8248
O	9.1373	9.44	13.278
O	5.0718	7.8923	13.3163
O	4.8119	3.2947	16.4502
O	7.5105	5.2182	15.5335
O	10.0589	7.2501	21.2182
O	1.8936	10.4069	14.8875
O	0.0446	8.5773	23.2257
O	7.5098	4.2754	18.235
O	3.4839	0.9831	16.3897
O	3.9242	2.2186	18.6868
O	0.9338	4.0913	17.6819
O	7.4733	6.8639	17.5921
O	3.7924	3.3584	12.1124
O	5.5313	2.7804	22.5375
O	10.3358	0.2569	20.5162
O	4.8943	7.4578	17.9868
O	1.4297	2.8008	12.9917
O	2.7959	1.0485	11.2796
O	8.5548	4.0372	13.4351
O	0.8928	5.5944	19.9898
O	4.393	9.9074	14.95
O	7.9028	0.3652	19.2362
O	0.5894	9.4833	17.116
O	9.792	2.7323	16.3407
O	8.1581	1.2297	13.1575
O	9.6419	5.275	16.982
O	2.0025	7.1263	10.8196
O	9.6266	4.0273	9.0362
O	8.5592	2.7615	11.0739
O	10.2339	0.9754	18.1118
O	3.9238	5.8639	16.2055

Results
free energy: -54377.330 eV
free energy less fixed offsets of O -447.96, Si -113.29 eV per atom: -2.570 eV
gap between the highest filled and lowest empty level on this k mesh: 1.224 eV

The program warned: the cutoff lies below the one the program advises for these potential files; the model core charge is not resolved on the grid; the forces do not sum to zero within the program's tolerance; the exchange-correlation potential is rough where the density is thin.
